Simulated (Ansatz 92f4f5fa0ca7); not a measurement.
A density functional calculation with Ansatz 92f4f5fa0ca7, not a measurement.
Periodic cell of 227 atoms, Si133O92B1H1, from a study of silicon, its oxide and their interface. The atomic structure is a simulated model.
Doubt: the cutoff is far below the 930 eV that the study's wrapper takes by default for these files, so forces and energies are approximate.
This geometry differs little from another in the collection (a relaxation step or a small displacement).

Settings: functional PBE; potential files Ansatz PAW; basis plane waves; wave-function cutoff 580 eV; density cutoff ratio 5; exchange-correlation grid ratio 1; k mesh 1 x 1 x 1, Gamma-centred; self-consistency stop 5e-08 eV per atom in the density residual; occupations fixed; spin none; net charge 0.

Cell vectors (angstrom)
a 10.938 0 0
b 0 10.938 0
c 0 0 32.8296

Atoms and the computed forces on them: element, x, y, z (angstrom), force x, y, z (eV/angstrom)
Si 0.2055 -0.307 25.2908 0.0063 -0.1666 -0.1328
Si 5.7578 -0.3885 25.566 0.0295 -0.1078 -0.0304
Si 2.603 3.0366 25.3945 -0.0619 0.1625 -0.151
Si 8.0225 2.957 25.3508 0.0115 0.1537 -0.1276
Si 0.24 5.188 25.2873 0.1428 -0.1202 -0.0548
Si 5.7471 5.1989 25.4288 0.1293 -0.0337 -0.11
Si 2.5027 8.3857 25.2832 -0.1376 0.0728 -0.1145
Si 8.0205 8.3217 25.3197 -0.1054 0.1207 -0.123
Si 1.403 1.3296 26.5512 -0.0027 0.0221 0.0804
Si 6.8974 1.3373 26.6793 0.0571 -0.1159 0.0456
Si 4.1323 4.1263 26.7718 -0.0744 0.0309 0.0489
Si 9.6099 4.077 26.6746 0.0106 -0.0553 0.0833
Si 1.3549 6.8066 26.6178 0.0234 0.0201 0.0534
Si 6.9006 6.7806 26.7055 0.0126 -0.018 0.1212
Si 4.0867 9.4362 26.7408 0.1115 0.0256 0.0826
Si 9.5949 9.4978 26.659 0.0798 0.0182 0.0683
Si 2.7535 -0.0033 28.0192 -0.0072 -0.0578 -0.0244
Si 8.265 -0.0231 28.0465 -0.0394 0.0148 -0.0553
Si 0.0371 2.6689 28.0142 -0.0404 0.0684 -0.0613
Si 5.4929 2.6849 28.0533 -0.0152 0.0514 0.0389
Si 2.7415 5.508 28.0637 -0.0233 -0.0184 -0.0636
Si 8.27 5.4436 28.0732 -0.0287 0.0274 -0.1075
Si 0.0106 8.1549 28.0471 -0.0208 0.0032 -0.0947
Si 5.4942 8.1174 28.0818 -0.0042 0.0344 -0.0878
Si 4.1018 1.3673 29.4113 -0.0233 -0.1565 0.0669
Si 9.5708 1.3673 29.4113 0.2615 -0.1029 0.0981
Si 1.3673 4.1018 29.4113 0.0153 -0.0881 -0.2266
Si 6.8362 4.1018 29.4113 0.1147 -0.1188 -0.0316
Si 4.1018 6.8362 29.4113 -0.0126 -0.1242 0.5618
Si 9.5708 6.8362 29.4113 0.1664 -0.0477 0.3585
Si 1.3673 9.5708 29.4113 0.0142 0.0256 -0.2059
Si 6.8362 9.5708 29.4113 0.0717 -0.0273 -0.1355
Si 0 0 30.7786 -0.0493 0.0338 -0.0075
Si 5.469 0 30.7786 -0.0576 -0.0069 -0.022
Si 2.7345 2.7345 30.7786 0.0163 0.0448 -0.0249
Si 8.2035 2.7345 30.7786 -0.0088 0.0328 -0.0179
Si 0 5.469 30.7786 -0.0723 0.0072 0.0145
Si 5.469 5.469 30.7786 -0.1381 -0.0108 0.01
Si 2.7345 8.2035 30.7786 0.0802 0.058 -0.0066
Si 8.2035 8.2035 30.7786 -0.0148 0.027 0.0011
Si 1.3673 1.3673 32.1458 0.0114 -0.0658 -0.022
Si 6.8362 1.3673 32.1458 0.0193 -0.0435 -0.0256
Si 4.1018 4.1018 32.1458 0.0533 -0.0513 -0.0022
Si 9.5708 4.1018 32.1458 0.0067 -0.0094 -0.009
Si 1.3673 6.8362 32.1458 0.0496 -0.0195 -0.0318
Si 6.8362 6.8362 32.1458 0.044 -0.0156 -0.0281
Si 4.1018 9.5708 32.1458 -0.0163 -0.0027 -0.0085
Si 9.5708 9.5708 32.1458 0.0381 0.0036 -0.0119
Si 2.7345 0 0.6835 0.0294 0.0235 0.008
Si 8.2035 0 0.6835 -0.0535 0.0509 0.0018
Si 0 2.7345 0.6835 -0.0016 0.0151 0.0342
Si 5.469 2.7345 0.6835 -0.0717 0.0246 0.0466
Si 2.7345 5.469 0.6835 -0.029 0.0618 -0.0019
Si 8.2035 5.469 0.6835 -0.0185 0.0118 -0.0092
Si 0 8.2035 0.6835 -0.0552 0.0109 0.0319
Si 5.469 8.2035 0.6835 -0.0413 0.0318 0.0309
Si 4.1018 1.3673 2.0507 -0.0003 -0.0786 -0.0093
Si 9.5708 1.3673 2.0507 -0.0229 -0.1624 0.0231
Si 1.3673 4.1018 2.0507 0.0853 -0.0341 0.0281
Si 6.8362 4.1018 2.0507 0.1657 0.0953 -0.0119
Si 4.1018 6.8362 2.0507 -0.0691 -0.1006 0.0316
Si 9.5708 6.8362 2.0507 -0.0295 -0.0456 -0.017
Si 1.3673 9.5708 2.0507 0.0778 0.0705 -0.0212
Si 6.8362 9.5708 2.0507 0.061 0.0113 0.0273
Si 0 0 3.418 -0.1123 -0.0022 -0.3158
Si 5.469 0 3.418 -0.0195 0.322 -0.2411
Si 2.7345 2.7345 3.418 0.0581 0.2938 -0.06
Si 8.2035 2.7345 3.418 -0.0233 0.5942 0.1559
Si 0 5.469 3.418 -0.3175 0.0471 0.3144
Si 5.469 5.469 3.418 0.0289 0.041 0.4003
Si 2.7345 8.2035 3.418 -0.2386 -0.2401 -0.1325
Si 8.2035 8.2035 3.418 -0.1543 -0.316 -0.2488
Si 1.2583 1.4778 4.728 -0.0326 -0.0291 0.0706
Si 6.769 1.4672 4.7588 0.0371 -0.0122 0.0541
Si 4.1082 4.0931 4.8333 0.0289 0.0376 -0.032
Si 9.492 4.191 4.8823 0.0175 -0.0064 -0.0157
Si 1.3379 6.8423 4.8096 -0.0054 -0.0388 0.0123
Si 6.8059 6.8999 4.8371 -0.0004 -0.0319 -0.0248
Si 4.077 9.59 4.7145 0.0529 -0.0304 0.0329
Si 9.5799 9.5229 4.7273 0.0072 0.0936 0.0604
Si 2.6076 -0.0142 5.9078 -0.0408 0.0044 -0.1255
Si 8.2528 0.1072 5.9034 0.0256 -0.0495 -0.0458
Si -0.0142 2.8751 6.2413 -0.0124 -0.0271 -0.0407
Si 5.4178 2.6953 6.3206 0.0324 -0.0336 -0.0981
Si 2.7342 5.5111 6.1817 0.0145 0.0718 -0.0633
Si 8.0563 5.5264 6.3563 -0.0455 -0.0297 -0.0316
Si -0.1018 8.1402 6.1979 -0.0087 -0.0632 -0.1765
Si 5.4562 8.3694 6.1571 -0.0101 0.0325 -0.0177
Si 3.7058 1.3814 7.3567 0.0112 0.031 0.3352
Si 9.7723 1.153 7.3353 0.1144 -0.1631 0.0365
Si 1.7122 3.8602 7.5492 0.0424 -0.0677 0.2081
Si 6.3944 4.4043 7.7262 0.0289 0.1324 0.0535
Si 4.2712 6.8074 7.4402 0.0398 -0.0838 0.0246
Si 9.5921 6.7582 7.7023 -0.0086 -0.0985 0.2447
Si 1.099 9.8095 7.2713 -0.0705 0.2231 0.2704
Si 6.8827 9.886 7.3341 -0.0609 0.0916 0.0479
O 5.3057 5.6242 7.923 -0.0279 0.0276 -0.0264
O 0.0349 0.0666 7.6717 -0.0373 0.0801 -0.0448
O 2.7517 2.6245 7.8124 0.011 -0.0624 -0.1622
O 9.4281 7.3932 9.2699 -0.0071 0.0291 -0.0304
O 1.3858 9.5422 24.806 -0.0289 -0.0522 0.0379
O 6.8415 4.0482 24.9126 -0.0511 -0.0204 0.0464
O 6.8622 9.4672 24.9385 0.0455 -0.0857 0.0356
O 1.4283 4.0929 24.8445 -0.0008 -0.004 0.0379
O 7.8573 8.9031 8.2129 0.0002 -0.0085 -0.0255
O 1.5441 4.2993 9.1506 -0.0035 0.0063 -0.0612
O 1.7804 9.3457 8.6831 -0.0294 -0.0082 -0.1342
O 6.7119 4.0509 9.3221 0.0035 -0.011 -0.0195
O 10.5099 5.4718 8.2265 -0.0038 0.0113 -0.0799
O 3.8741 0.4654 8.7543 -0.0321 -0.0018 -0.0709
O 3.7624 7.5604 8.8166 -0.033 0.0192 -0.0037
O 8.9977 1.4168 8.7808 0.0184 0.0052 -0.0414
O 4.8564 0.2221 24.3515 0.0226 -0.0039 0.0446
O 8.8349 2.4564 23.9889 0.0057 -0.0261 0.0386
O 10.5155 5.7775 23.8904 -0.0101 0.0195 0.0253
O 5.1481 5.9728 24.1099 -0.0157 -0.0025 0.0188
O 8.6198 7.6484 23.92 0.0085 0.0051 0.0319
O 3.6157 2.6481 24.127 -0.0223 -0.0148 0.0735
O 3.1126 7.681 23.9055 0.0138 0.0016 0.044
O 10.2665 0.1962 23.9692 0.0097 0.0245 0.0409
Si 4.3687 8.3168 18.0837 -0.0125 -0.0063 0.0509
Si 8.6679 8.7833 9.6283 0.004 -0.0296 0.0329
Si 7.3977 -0.152 14.4131 -0.0176 0.0062 -0.01
Si 2.4702 3.8206 17.224 0.0122 -0.0142 0.0521
Si 4.9619 5.4724 17.9356 0.0034 -0.0046 0.0543
Si 3.3381 2.0595 14.9519 0.0004 -0.003 -0.0107
Si 7.4986 5.2617 21.0147 0.0014 -0.0052 -0.0276
Si 4.2332 1.3454 23.3785 0.0084 0.0041 -0.0907
Si 2.4157 8.1318 9.5381 0.0059 -0.029 0.0635
Si -3.8113 1.0087 18.6954 0.0128 0.0078 0.0345
Si 10.23 -1.3305 15.5242 -0.007 0.0011 0.0293
Si 9.1979 0.667 10.2217 -0.0225 -0.0208 0.0913
Si 5.1748 0.0265 16.6547 0.0259 0.0048 0.0429
Si 15.9977 4.224 13.3236 0.0135 0.0108 0.0095
Si 0.565 5.026 12.4469 0.0019 -0.0135 0.0149
Si 11.0597 11.9283 20.589 0.0211 -0.0052 -0.0155
Si 9.2514 1.1434 23.1025 -0.0091 -0.0057 -0.0573
Si 0.5526 5.5291 9.5498 -0.0263 -0.0074 0.0416
Si 10.5721 -5.5834 17.7445 -0.0115 0.0029 0.0484
Si 13.6459 2.3557 19.9095 -0.0071 -0.0098 0.0238
Si 4.8957 -1.9902 21.0647 -0.004 0.0121 -0.0319
Si 6.9114 -0.8961 11.5142 0.0049 0.009 0.0317
Si 6.1287 3.3254 10.6697 -0.0099 -0.031 0.0618
Si 15.2695 4.8654 20.9113 -0.0161 0.0031 -0.0318
Si -0.4677 13.1927 12.5548 -0.0027 0.013 0.0156
Si 6.5541 0.6664 21.717 -0.0058 -0.008 -0.0342
Si 7.6145 2.8367 13.2349 0.0041 0.0038 0.0203
Si -1.4561 7.2186 20.09 -0.0138 0.0056 0.0013
Si 13.5761 10.8036 21.3013 -0.0115 -0.0024 -0.0555
Si 2.923 6.4337 13.6214 0.0194 -0.0061 0.0032
Si 4.2144 6.8024 23.077 -0.0004 0.0005 -0.0814
Si 11.1636 6.6747 14.9315 0.0009 -0.0147 0.0158
Si 7.828 3.9358 18.4114 -0.0067 -0.0033 0.0333
B 2.5766 8.8339 12.342 0.0062 -0.011 0.0047
Si 9.3619 6.5062 22.9961 -0.0127 -0.014 -0.0684
Si 9.5277 -0.8865 18.5911 -0.0015 0.0125 0.0413
Si 5.2671 0.4659 9.5921 0.0357 0.0215 0.0054
Si 12.2072 0.0404 13.8419 0.0129 0.0088 -0.0074
O 9.995 1.5258 21.6987 -0.0025 0.0006 0.0298
O 1.0244 10.6886 21.174 0.0002 0.0068 0.021
O 16.8047 -0.7785 21.4953 0.0029 -0.0003 0.0188
O 12.0374 13.2193 20.2755 -0.0007 -0.001 -0.001
O 3.8005 4.7695 17.0125 -0.0072 -0.0012 -0.0315
O 2.7644 8.0619 18.3087 0.0131 -0.0254 0.0128
O 5.111 4.178 11.6639 -0.0007 0.0039 -0.0017
O 3.2691 0.8299 20.1229 -0.0041 0.0118 0.0061
O 6.8644 -1.0391 13.1315 0.0043 0.0082 0.0011
O 16.1019 -2.353 19.505 -0.0135 -0.0085 -0.0233
O 3.3103 -1.5992 21.2191 0.0014 -0.0036 0.016
O 13.0226 5.6429 12.4467 -0.0041 0.0069 -0.0129
O 7.3888 2.9366 11.6198 0.0041 0.0045 -0.0194
O -6.6052 5.6117 13.8409 -0.0033 0.0057 -0.0154
O 2.2992 3.0118 15.81 -0.0033 0.0026 -0.0142
O 9.4909 8.7684 19.5993 0.0089 -0.0098 -0.0028
O 12.2689 6.9396 9.6296 0.0264 0.038 -0.0255
O 7.8436 0.4168 22.6895 0.005 0.0019 0.0333
O 1.7265 9.7978 12.8199 -0.0008 0.0115 -0.0027
O 2.9468 0.6247 22.7006 -0.0036 0.0072 0.0241
O -0.2747 5.7522 13.6603 0.0062 0.0103 -0.004
O 4.2382 12.0814 15.9458 -0.0012 0.0016 -0.0193
O 5.1417 7.0133 17.427 -0.0067 0.0057 -0.0267
O 5.4638 1.7205 22.3605 -0.0136 -0.0049 0.0372
O -5.5052 -0.6012 10.84 0.0008 -0.0108 -0.0197
O 1.8841 6.5613 14.912 -0.0042 0.0064 -0.0022
O 5.3863 12.9102 10.1743 0.0038 0.0149 -0.0237
O -0.1541 5.2974 11.0025 0.019 0.0071 -0.0281
O 15.2015 5.5482 19.4297 0.005 -0.0016 -0.012
O 7.9226 -4.2995 20.1683 0.0046 0.0005 0
O 5.6759 0.7226 18.0413 -0.0147 -0.0086 -0.0338
O 7.8262 11.3391 11.083 0.0043 -0.0133 -0.0269
O 6.3595 11.0181 8.4263 -0.0171 -0.0058 -0.0065
O -0.57 11.3099 19.2399 -0.0027 -0.0077 -0.0088
O 13.8226 2.7321 18.3565 -0.0015 0.0079 -0.0348
O 8.0276 4.0583 20.0383 0.0018 -0.0015 -0.0048
O 9.197 4.4634 17.6888 0.0151 0.004 -0.0244
O 11.6291 3.4012 12.5949 -0.0016 -0.0054 -0.02
O 10.12 1.723 11.0453 0.0246 0.0049 0.0144
O 9.6944 -0.9007 9.9527 0.0072 0.0073 -0.0491
O 8.0227 -0.311 18.3825 0.0066 -0.0055 -0.0202
O 7.2696 1.4153 13.9645 0.0069 -0.0021 -0.0121
O 10.0424 7.1588 21.6421 0.0046 0.0102 0.013
O 0.0223 11.8315 13.2622 0.0123 -0.0052 -0.0103
O 2.5311 1.0213 14.0172 0.012 0.0048 0.0069
O 16.8645 4.9111 21.3045 0.0096 0.0029 0.0199
O 6.4114 -0.3848 15.6758 -0.0026 -0.0054 -0.0086
O 2.7651 8.7079 10.999 -0.0037 -0.0158 0.0026
O 3.5115 5.7422 22.029 0.0001 0.0049 0.0351
O 4.4209 9.5784 17.0573 -0.0026 -0.0009 -0.0254
O -4.3136 4.0101 13.8617 -0.005 -0.0021 -0.0112
O 4.2234 2.9682 13.9386 -0.0086 -0.0199 -0.0037
O 8.2727 5.3849 22.4546 0 0.0039 0.036
O 11.6187 10.4318 15.2604 -0.005 -0.0096 -0.0048
O 14.5061 3.4134 20.8315 0.0034 0.0011 0.0011
O 8.9034 -0.6299 14.85 0.0233 -0.0087 -0.0051
O 18.6796 2.3591 18.0179 0.0022 0.0051 -0.0202
O 10.4946 8.1612 14.7951 0.0063 0.0066 -0.0108
O 3.2507 7.9689 13.1863 -0.0077 -0.0053 -0.0158
O 16.109 7.7485 22.1352 -0.004 -0.0104 0.0376
O -12.6425 2.9716 13.371 0.0073 -0.0084 -0.015
O 6.4202 4.6995 17.9556 0.0004 0.0015 -0.0233
O 1.0737 4.5343 17.7413 -0.0093 0.0067 -0.0298
O 10.5846 -4.7585 16.3562 0.0053 -0.0033 -0.0122
O 7.6004 -2.2462 10.8736 0.0064 0.0002 -0.0414
O -0.8577 -1.4 17.1487 0.0095 -0.0041 -0.035
O 7.0118 1.2834 20.2918 0.0018 -0.0005 -0.0078
O 10.4418 6.3236 19.0783 -0.0001 -0.012 -0.0232
H 2.5239 7.405 18.981 0.0184 0.0418 -0.0332

Results
free energy: -137044.486 eV
free energy less fixed offsets of B -154.04, H -15.97, O -568.88, Si -635.61 eV per atom: -1.386 eV

The program warned: the cutoff lies below the one the program advises for these potential files; the exchange-correlation potential is rough where the density is thin.
